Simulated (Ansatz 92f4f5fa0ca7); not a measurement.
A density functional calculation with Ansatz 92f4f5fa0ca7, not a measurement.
Periodic cell of 437 atoms, Si288O149, from a study of silicon, its oxide and their interface. The atomic structure is a simulated model.
Doubt: the cutoff is far below the 930 eV that the study's wrapper takes by default for these files, so forces and energies are approximate.
This geometry differs little from another in the collection (a relaxation step or a small displacement).

Settings: functional PBE; potential files Ansatz PAW; basis plane waves; wave-function cutoff 580 eV; density cutoff ratio 5; exchange-correlation grid ratio 1; k mesh 1 x 1 x 1, Gamma-centred; self-consistency stop 5e-08 eV per atom in the density residual; occupations fixed; spin none; net charge 0.

Cell vectors (angstrom)
a	15.4687	0	0
b	0	15.4687	0
c	-5.0566	-0.9766	32.7028

Atoms and the computed forces on them: element, x, y, z (angstrom), force x, y, z (eV/angstrom)
Si	-5.108	-0.683	22.541	-0.043	0.144	0.029
Si	-5.049	2.471	22.547	0.005	-0.13	0.01
Si	-4.877	7.027	22.441	0.044	0.117	-0.185
Si	-5.092	-5.257	22.411	-0.031	-0.119	-0.001
Si	-1.161	-0.847	22.548	0.04	0.092	0.071
Si	-1.084	2.342	22.511	-0.012	-0.106	0.011
Si	-1.192	7.539	22.622	-0.003	-0.023	-0.065
Si	-1.23	-5.441	22.68	0.086	-0.01	-0.089
Si	2.486	-1.708	22.318	0.043	0.109	-0.069
Si	2.71	3.392	22.6	0.015	0.102	-0.02
Si	2.732	6.559	22.62	0.06	-0.092	-0.076
Si	2.583	-4.232	22.515	-0.03	-0.065	-0.062
Si	-8.982	-1.63	22.417	0.005	0.043	-0.085
Si	-8.943	3.29	22.49	-0.028	0.102	-0.023
Si	-8.95	6.461	22.498	-0.023	-0.104	-0.036
Si	-8.923	-4.099	22.522	0.029	-0.055	-0.18
Si	-3.148	-1.011	23.833	0.01	0.053	-0.035
Si	-3.063	2.793	23.784	0.022	-0.062	-0.006
Si	-3.053	6.836	23.888	0.023	-0.015	0.054
Si	-3.193	-4.934	23.852	-0.037	0.016	0.039
Si	0.774	-1.059	23.851	-0.005	0.004	-0.005
Si	0.776	2.878	23.855	-0.012	-0.022	0.023
Si	0.731	6.835	23.833	-0.069	-0.015	0.072
Si	0.724	-4.833	23.879	0	-0.021	0.043
Si	4.498	-1.053	23.589	-0.039	0.016	-0.014
Si	4.636	2.984	23.871	0.01	0.066	0.024
Si	4.657	6.758	23.926	0.034	-0.062	0.026
Si	4.578	-4.716	23.732	0.016	-0.062	0.024
Si	-7.087	-1.002	23.774	-0.039	0.027	-0.005
Si	-7.007	2.867	23.798	0.011	-0.009	0.007
Si	-6.917	6.738	23.687	-0.03	-0.025	0.045
Si	-7.019	-4.832	23.763	-0.006	-0.065	-0.006
Si	-3.108	0.916	25.237	-0.027	-0.02	-0.158
Si	-3.073	4.789	25.111	-0.024	0.033	0
Si	-3.155	8.692	25.322	-0.029	-0.002	-0.095
Si	-3.162	-2.955	25.169	-0.007	0.011	-0.047
Si	0.828	0.921	25.187	-0.05	-0.006	-0.036
Si	0.683	4.849	25.178	0.045	0.032	-0.031
Si	0.82	8.712	25.253	-0.084	0.019	-0.067
Si	0.672	-2.93	25.265	0.059	0.013	-0.043
Si	4.583	0.92	25.038	0.003	-0.047	-0.003
Si	4.644	4.851	25.318	-0.02	-0.003	-0.157
Si	4.625	8.778	25.126	-0.013	0.017	-0.012
Si	4.564	-2.853	25.175	0.015	0.017	-0.02
Si	-7.078	0.935	25.163	0.066	-0.035	-0.032
Si	-6.939	4.829	25.137	-0.026	0.018	-0.027
Si	-7.027	8.668	25.111	0.076	0.024	-0.02
Si	-6.955	-2.92	25.168	-0.014	0.042	0.007
Si	-5.096	0.941	26.526	-0.032	0.008	0.018
Si	-5.017	4.815	26.505	0.023	-0.013	0.003
Si	-5.125	8.683	26.574	-0.037	0.005	0.005
Si	-5.064	-2.912	26.565	0.006	-0.002	0.019
Si	-1.149	0.935	26.543	0.049	0.003	0.029
Si	-1.206	4.819	26.565	-0.016	0.003	-0.002
Si	-1.164	8.709	26.58	0.054	-0.015	0.038
Si	-1.252	-2.919	26.582	-0.014	0	0.017
Si	2.727	0.941	26.538	0.055	0.023	0.02
Si	2.647	4.835	26.557	-0.045	-0.008	0.038
Si	2.737	8.712	26.575	0.06	0.002	0.026
Si	2.654	-2.906	26.566	-0.008	-0.013	0.032
Si	-8.986	0.934	26.513	-0.051	0.027	0.006
Si	-8.858	4.833	26.574	0.037	0	0.041
Si	-8.926	8.705	26.518	-0.027	0.004	0.003
Si	-8.93	-2.899	26.509	0.006	-0.007	0.032
Si	-5.06	-0.974	27.918	-0.004	0.001	-0.001
Si	-5.059	2.884	27.896	0.003	0	0.004
Si	-5.063	6.737	27.91	0.01	0.004	0.001
Si	-5.069	-4.847	27.925	0.007	-0.001	-0.002
Si	-1.194	-0.979	27.926	0.002	0.004	0.01
Si	-1.184	2.875	27.914	-0.004	-0.002	0.009
Si	-1.191	6.76	27.922	-0.009	0.004	0.003
Si	-1.191	-4.842	27.941	-0.011	0.006	0.007
Si	2.682	-0.974	27.923	0.001	-0.005	0.006
Si	2.68	2.886	27.908	-0.008	-0.014	0.011
Si	2.683	6.766	27.922	-0.007	-0.005	0.009
Si	2.685	-4.833	27.932	-0.002	0.007	0.005
Si	-8.928	-0.982	27.904	0.004	0.002	0.012
Si	-8.927	2.876	27.904	0.017	-0.023	0.015
Si	-8.92	6.776	27.913	0.011	0.003	0.01
Si	-8.923	-4.832	27.896	0.004	-0.003	0.012
Si	1.934	0	2.05	-0.066	0.024	0.076
Si	1.934	3.867	2.05	0.046	-0.06	-0.003
Si	1.934	7.734	2.05	0.095	-0.143	-0.15
Si	1.934	-3.867	2.05	-0.01	0.229	-0.161
Si	5.801	0	2.05	0.016	-0.276	0.072
Si	5.801	3.867	2.05	-0.065	0.202	-0.079
Si	5.801	7.734	2.05	-0.03	-0.251	-0.244
Si	5.801	-3.867	2.05	0.044	0.38	-0.048
Si	9.668	0	2.05	0.064	-0.071	0.193
Si	9.668	3.867	2.05	-0.007	-0.108	-0.115
Si	9.668	7.734	2.05	0.009	0.027	-0.241
Si	9.668	-3.867	2.05	0.009	0.239	-0.004
Si	-1.934	0	2.05	-0.169	-0.317	0.192
Si	-1.934	3.867	2.05	0.022	0.108	-0.027
Si	-1.934	7.734	2.05	0.058	-0.191	-0.242
Si	-1.934	-3.867	2.05	0.036	0.394	0.097
Si	1.945	1.935	3.429	0.017	0.001	-0.024
Si	1.959	5.793	3.418	-0.004	-0.014	0.013
Si	1.994	9.674	3.363	0.042	-0.021	-0.023
Si	1.858	-1.93	3.43	-0.015	0.004	-0.005
Si	5.771	1.934	3.373	-0.011	-0.009	-0.004
Si	5.768	5.807	3.435	0.004	0.006	0.006
Si	5.848	9.668	3.342	0.006	-0.005	-0.007
Si	5.813	-1.934	3.484	0.012	0.01	0.001
Si	9.636	1.934	3.423	-0.022	-0.005	-0.033
Si	9.694	5.8	3.383	0.026	-0.006	-0.026
Si	9.65	9.676	3.38	-0.022	-0.027	-0.019
Si	9.705	-1.933	3.466	0.02	-0.005	-0.01
Si	-1.985	1.927	3.385	0.013	-0.012	-0.007
Si	-1.883	5.808	3.426	0	-0.011	0.01
Si	-1.903	9.667	3.351	0.003	-0.003	-0.003
Si	-1.961	-1.934	3.519	-0.004	0.015	0.002
Si	-0.049	1.897	4.699	-0.065	-0.008	-0.005
Si	0.065	5.797	4.813	0.012	0.041	-0.008
Si	0.056	9.661	4.651	-0.04	0.026	0.047
Si	-0.026	-1.935	4.929	-0.009	-0.052	0.01
Si	3.909	1.971	4.802	0.024	0.001	-0.043
Si	3.836	5.783	4.863	0.03	0.004	-0.008
Si	3.96	9.649	4.676	-0.04	0.002	-0.022
Si	3.779	-1.897	4.764	0.034	-0.005	0.018
Si	7.657	1.926	4.739	0.033	0.016	0.055
Si	7.756	5.83	4.702	-0.03	-0.029	0.04
Si	7.715	9.684	4.744	0.027	0.044	0.011
Si	7.811	-1.947	4.873	-0.031	-0.014	0.025
Si	-3.902	1.934	4.782	0.02	0.018	0.119
Si	-3.838	5.799	4.739	-0.025	0.022	0.035
Si	-3.854	9.695	4.644	0.018	0.039	0.033
Si	-3.892	-1.934	4.979	-0.011	-0.026	0.014
Si	-0.06	0.091	6.239	0.073	-0.01	-0.04
Si	0	3.795	6.069	0.046	-0.011	0.008
Si	0.179	7.802	6.085	-0.001	-0.045	-0.012
Si	-0.027	-4.007	6.173	0.03	0.029	0.012
Si	3.785	0.05	6.156	-0.006	-0.032	0.021
Si	3.865	3.838	6.289	-0.108	-0.012	-0.019
Si	3.912	7.799	6.131	-0.007	-0.016	0.047
Si	3.86	-3.904	6.003	0.035	0.03	0.025
Si	7.691	0.052	6.193	-0.028	0.014	-0.023
Si	7.655	3.902	6.026	0.012	-0.013	-0.017
Si	7.791	7.753	6.07	-0.034	-0.051	0.037
Si	7.813	-3.95	6.24	0.003	-0.016	0.02
Si	-3.941	0.095	6.32	0.02	0.034	-0.021
Si	-3.871	3.905	6.128	-0.014	-0.035	0.019
Si	-3.837	7.789	5.983	0.001	-0.075	-0.014
Si	-3.874	-4.026	6.242	-0.015	0.01	-0.014
Si	1.888	0.709	7.438	-0.022	0.039	0.002
Si	1.849	3.228	7.412	-0.006	-0.037	-0.012
Si	2.062	8.4	7.485	0.015	0.042	-0.002
Si	1.993	-4.579	7.274	-0.06	-0.007	0.075
Si	5.72	-0.352	7.45	0.037	-0.098	0.05
Si	5.87	4.288	7.539	0.133	0.093	0.162
Si	5.872	7.495	7.433	-0.034	-0.11	0.027
Si	5.758	-3.556	7.363	-0.003	0.105	-0.011
Si	-5.936	0.604	7.584	0.009	0.142	0.051
Si	-5.896	3.772	7.333	-0.051	-0.055	-0.029
Si	-5.736	8.162	7.328	-0.003	0.048	-0.007
Si	-5.755	-4.812	7.516	0.041	0.027	-0.01
Si	-1.972	0.505	7.606	-0.073	0.099	0.108
Si	-1.908	3.666	7.433	-0.024	-0.061	0.05
Si	-1.842	8.275	7.134	0.009	-0.004	0.15
Si	-1.939	-4.791	7.383	0.002	-0.029	0.025
Si	-5.519	6.428	8.969	-0.014	-0.081	0.033
Si	-3.123	-0.977	29.284	-0.044	0.09	0.034
Si	-3.123	2.891	29.284	-0.033	-0.083	-0.119
Si	-3.123	6.758	29.284	-0.07	0.04	-0.013
Si	-3.123	-4.844	29.284	-0.105	-0.07	0.08
Si	0.744	-0.977	29.284	0.015	-0.015	0.019
Si	0.744	2.891	29.284	0.052	-0.057	-0.029
Si	0.744	6.758	29.284	0.017	0.029	0.021
Si	0.744	-4.844	29.284	0.06	0.053	0.109
Si	-10.857	-0.977	29.284	0.059	-0.086	0.015
Si	-10.857	2.891	29.284	0.011	0.092	-0.063
Si	-10.857	6.758	29.284	0.056	-0.069	0.019
Si	-10.857	-4.844	29.284	0.123	0.04	0.018
Si	-6.99	-0.977	29.284	-0.064	0.018	-0.042
Si	-6.99	2.891	29.284	-0.015	-0.091	-0.121
Si	-6.99	6.758	29.284	-0.01	-0.016	0.012
Si	-6.99	-4.844	29.284	-0.111	0.085	0.023
Si	-3.123	0.957	30.651	-0.028	-0.035	0.019
Si	-3.123	4.824	30.651	0.003	0.005	-0.021
Si	-3.123	-6.777	30.651	-0.029	0.038	0.017
Si	-3.123	-2.91	30.651	-0.015	0.004	-0.001
Si	0.744	0.957	30.651	-0.033	-0.021	0.005
Si	0.744	4.824	30.651	0.038	-0.007	-0.006
Si	0.744	-6.777	30.651	-0.027	0.016	0.01
Si	0.744	-2.91	30.651	0.034	0.009	0.015
Si	-10.857	0.957	30.651	0.019	-0.003	-0.014
Si	-10.857	4.824	30.651	0.023	-0.009	0.005
Si	-10.857	-6.777	30.651	0.014	0.011	-0.006
Si	-10.857	-2.91	30.651	0.036	0.003	0.022
Si	-6.99	0.957	30.651	0.028	0.008	-0.005
Si	-6.99	4.824	30.651	-0.077	0.011	-0.007
Si	-6.99	-6.777	30.651	0.031	-0.007	-0.003
Si	-6.99	-2.91	30.651	-0.037	-0.007	0.016
Si	-5.057	0.957	32.019	-0.026	0.002	0
Si	-5.057	4.824	32.019	0.005	-0.001	-0.013
Si	-5.057	-6.777	32.019	-0.016	0.01	0
Si	-5.057	-2.91	32.019	0.031	-0.006	-0.007
Si	-1.189	0.957	32.019	0.011	0.03	0.017
Si	-1.189	4.824	32.019	0.009	-0.002	-0.014
Si	-1.189	-6.777	32.019	-0.014	-0.023	0.005
Si	-1.189	-2.91	32.019	0.016	0.001	-0.028
Si	2.678	0.957	32.019	-0.004	0.005	0.011
Si	2.678	4.824	32.019	0.021	0.015	-0.02
Si	2.678	-6.777	32.019	-0.005	-0.012	0.017
Si	2.678	-2.91	32.019	-0.003	-0.023	-0.02
Si	-8.924	0.957	32.019	0.039	0.016	0.007
Si	-8.924	4.824	32.019	-0.034	-0.014	-0.002
Si	-8.924	-6.777	32.019	0.031	-0.029	0.002
Si	-8.924	-2.91	32.019	-0.034	0.017	-0.006
Si	0	0	0.683	0.041	0.021	0.017
Si	0	3.867	0.683	-0.005	-0.039	0.001
Si	0	7.734	0.683	-0.032	-0.031	-0.017
Si	0	-3.867	0.683	0.019	0.07	-0.009
Si	3.867	0	0.683	-0.004	-0.16	0.003
Si	3.867	3.867	0.683	0.002	-0.002	-0.017
Si	3.867	7.734	0.683	-0.007	-0.002	-0.035
Si	3.867	-3.867	0.683	-0.025	0.162	-0.012
Si	7.734	0	0.683	0.005	-0.07	0.011
Si	7.734	3.867	0.683	0.015	0.048	-0.008
Si	7.734	7.734	0.683	0	-0.131	-0.024
Si	7.734	-3.867	0.683	0.001	0.173	-0.011
Si	-3.867	0	0.683	0.01	-0.082	-0.005
Si	-3.867	3.867	0.683	-0.016	0.044	-0.005
Si	-3.867	7.734	0.683	-0.018	-0.024	-0.019
Si	-3.867	-3.867	0.683	-0.019	0.052	0
Si	-6.177	-3.39	15.089	-0.02	0.039	-0.018
Si	1.907	6.6	16.351	0.023	-0.009	-0.037
Si	-8.658	-5.265	14.718	-0.026	0.019	0.039
Si	8.702	2.543	12.186	-0.002	-0.013	0.063
Si	3.89	5.29	11.044	-0.021	0.002	0.083
Si	1.65	4.358	9.499	0.037	0.042	0.03
Si	1.407	-3.077	9.993	-0.007	-0.032	0.018
Si	5.011	0.603	10.351	-0.035	-0.011	0.068
Si	6.082	-5.674	9.643	-0.05	-0.035	0.006
Si	-5.701	7.738	11.652	0.019	0.007	0.069
Si	9.092	-4.942	10.487	0.019	0.019	0.083
Si	1.887	-5.638	11.819	0.008	-0.049	0.079
Si	4.715	-4.814	12.292	-0.032	0.016	0.094
Si	-3.366	-2.929	15.943	-0.001	-0.027	-0.041
Si	-2.282	8.102	14.542	0.037	0.001	-0.008
Si	-2.593	-0.87	10.417	-0.012	-0.007	0.074
Si	-7.493	7.379	14.331	-0.021	0.005	0.013
Si	-8.399	4.968	17.929	-0.016	-0.004	-0.058
Si	0.126	0.304	15.228	0.003	-0.001	-0.013
Si	-3.68	1.682	14.571	0.001	-0.004	0.001
Si	-6.822	-2.727	18.12	-0.078	-0.003	-0.111
Si	-9.391	5.003	15.158	-0.019	0.001	0.018
Si	-0.76	-5.035	13.036	0.018	-0.014	0.057
Si	2.002	0.025	9.701	-0.018	0.041	-0.01
Si	0.53	2.175	11.337	-0.004	0.009	0.048
Si	-10.799	-0.014	14.733	0.006	-0.031	0.027
Si	8.599	-2.396	12.35	-0.019	0.011	0.077
Si	-2.308	6.181	9.304	0.031	0.071	0.052
Si	-8.338	1.976	14.866	-0.005	-0.007	0.003
Si	-1.614	-3.679	10.288	0.023	-0.069	0.049
Si	-5.65	-0.001	10.593	-0.017	-0.011	0.115
Si	-4.342	4.261	13.472	0.004	0.003	0.038
Si	-9.01	-0.724	19.235	-0.008	-0.029	-0.044
Si	-1.494	3.343	19.631	-0.004	0.012	-0.115
Si	-8.594	-4.99	19.396	-0.018	0.005	-0.062
Si	-5.753	1.784	16.398	-0.021	0.009	-0.038
Si	-2.846	6.379	12.172	-0.014	0.016	0.089
Si	-0.511	8.287	17.102	0.019	0.02	-0.092
Si	0.973	4.817	18.669	0.019	-0.001	-0.121
Si	2.377	1.983	13.981	-0.008	0.009	0.043
Si	1.767	-0.471	19.308	0.032	-0.002	-0.063
Si	2.282	7.375	9.69	0.032	-0.048	0.028
Si	-1.009	0.47	18.235	0.016	0.017	-0.064
Si	3.127	5.054	14.061	-0.016	0.034	0.015
Si	-1.083	-4.052	17.548	0.017	-0.039	-0.126
Si	5.452	-1.878	12.351	0.004	-0.023	0.1
Si	-10.555	-4.547	17.124	-0.03	0.017	-0.08
Si	-4.867	6.723	15.388	0.021	-0.011	-0.01
Si	-4.397	4.601	20.333	-0.005	0.05	-0.024
Si	-3.64	-0.056	16.983	-0.007	-0.003	-0.049
Si	-4.719	-2.926	20.318	-0.022	0.011	-0.042
Si	-5.451	4.714	17.432	-0.025	0.002	-0.084
Si	-1.555	-3.236	20.447	0.017	0	-0.011
Si	-0.532	-2.67	15.009	0.01	-0.033	-0.004
Si	-1.695	0.861	12.662	-0.007	0.029	0.052
Si	-0.146	7.24	19.922	0.006	-0.01	-0.089
Si	2.921	2.449	19.659	-0.009	0.002	-0.13
Si	-9.393	2.368	19.515	-0.012	-0.025	-0.111
Si	3.785	8.296	17.916	0.025	0.008	-0.12
Si	3.93	-1.589	17.426	0.028	-0.049	-0.06
Si	2.218	-6.608	20.523	0.012	0.005	-0.067
Si	-9.017	7.556	19.548	0.012	0.033	-0.14
Si	6.205	3.432	10.604	-0.031	0.023	0.081
O	1.623	2.086	12.545	0.004	0.003	-0.015
O	0.13	-0.342	19.105	-0.018	-0.004	0.041
O	9.238	-2.314	13.854	0.007	-0.016	-0.005
O	2.109	-3.699	8.672	-0.039	0.012	-0.003
O	-4.592	-3.799	15.284	0.021	-0.005	0.009
O	5.705	0.471	8.878	0.001	-0.007	-0.042
O	6.198	3.523	8.969	-0.011	0.023	-0.092
O	5.827	5.906	7.919	-0.001	0.037	-0.063
O	3.075	5.352	12.46	0.014	0.002	-0.022
O	5.585	-4.411	8.753	-0.003	-0.029	-0.005
O	-9.055	3.434	14.89	0.011	-0.012	-0.001
O	-0.383	0.608	16.736	-0.004	-0.002	0.037
O	9.572	2.232	7.977	0.032	-0.037	-0.02
O	-2.041	-4.632	9.043	0.017	0.015	-0.051
O	9.354	4.971	8.469	0.003	0.027	-0.001
O	3.719	1.054	13.934	-0.021	0.014	-0.023
O	5.394	-0.703	11.235	0.005	0.026	-0.061
O	9.261	6.78	10.419	-0.009	-0.013	-0.065
O	9.334	-0.157	9.037	-0.003	0	-0.059
O	-1.946	2.118	8.066	0.014	-0.053	-0.063
O	-4.037	-0.164	10.6	0.026	0.006	-0.041
O	-4.042	-1.533	16.442	0.022	0.015	0.03
O	-1.889	6.36	10.865	0.004	-0.033	-0.077
O	7.636	-5.508	10.052	0	-0.018	-0.02
O	-4.17	7.335	12.051	-0.012	-0.004	-0.039
O	-0.212	-2.945	9.883	0.011	-0.017	-0.026
O	-9.164	7.414	21.167	0.007	-0.028	0.051
O	0.633	3.575	10.515	-0.037	-0.025	-0.013
O	-0.184	-3.71	13.81	-0.016	-0.004	-0.027
O	-5.259	1.419	14.868	0.024	-0.01	0.017
O	-1.014	2.118	11.873	0.004	-0.003	-0.029
O	3.393	0.679	10.252	0.026	-0.001	-0.027
O	5.817	-4.912	13.48	0.006	-0.015	-0.036
O	-5.356	-2.69	18.836	0.062	-0.007	0.102
O	8.676	7.596	12.86	0.002	-0.008	-0.044
O	0.602	8.584	20.497	0.002	0.018	0.052
O	-1.75	4.784	8.654	0.008	0.004	-0.044
O	-8.811	-4.652	20.962	0	0.057	0.15
O	4.911	-1.312	13.779	-0.006	0.008	-0.027
O	-3.925	6.162	9.171	0.028	0.008	-0.015
O	-4.47	6.008	21.18	-0.031	-0.011	0.096
O	-1.937	-0.391	8.996	0.013	-0.004	-0.057
O	5.186	-5.683	10.993	0.038	-0.012	-0.062
O	-8.531	8.58	14.704	0.011	-0.013	0
O	-7.017	4.941	17.075	0.022	-0.002	0.032
O	-1.52	7.815	15.936	-0.015	-0.004	0.007
O	-0.141	-3.287	16.465	-0.009	0.013	0.039
O	-7.14	-4.642	14.632	-0.002	-0.011	0.009
O	2.163	-1.087	20.783	0.007	-0.052	0.12
O	-8.928	4.876	21.991	-0.021	0.017	0.075
O	-0.875	3.229	21.136	-0.003	-0.012	0.044
O	3.274	-5.506	12.696	0.001	-0.005	-0.046
O	1.72	-4.137	11.185	-0.001	0.052	-0.077
O	9.021	-3.778	11.606	0	-0.025	-0.054
O	6.992	-2.348	12.502	0	0.01	-0.037
O	-10.005	-4.619	18.659	0.012	-0.013	0.078
O	-1.007	-1.957	21.317	-0.033	-0.009	0.018
O	-5.079	3.413	21.205	-0.009	0.023	0.011
O	1.448	1.231	15.086	-0.008	0	0.005
O	-0.55	4.254	18.679	-0.024	-0.007	0.067
O	4.084	-3.152	16.93	0.006	0	0.034
O	2.078	3.687	19.028	0.012	-0.004	0.078
O	0.991	6.062	19.744	-0.001	0.017	0.07
O	5.896	8.409	8.808	-0.002	0.034	-0.01
O	-3.301	4.824	12.361	0.008	0.021	-0.034
O	-10.382	-1.263	18.534	0.004	0.007	0.041
O	-7.726	-1.432	18.521	0.018	-0.002	0.037
O	2.463	-1.393	18.139	-0.035	0.001	0.049
O	3.715	6.752	10.292	-0.014	0.001	-0.042
O	3.178	4.167	10.086	0.012	0.007	-0.033
O	-5.076	0.658	17.408	0.022	-0.005	0.028
O	-6.718	-2.756	16.494	0.008	0.003	0.055
O	-0.795	-3.398	19.01	-0.015	0.014	0.086
O	-1.96	6.95	13.426	-0.014	-0.014	-0.019
O	-8.151	-6.56	19.232	0	0.015	0.072
O	0.966	7.929	16.501	-0.022	0.01	0.028
O	7.879	1.843	13.418	0.005	-0.004	-0.016
O	-5.109	3.213	16.886	-0.001	0.003	0.038
O	4.046	-0.581	16.137	-0.008	0.024	0.012
O	4.484	2.6	19.235	0.004	0.022	0.062
O	2.933	7.684	21.412	-0.012	0.012	0.061
O	4.033	-5.906	16.908	0.004	-0.019	0.047
O	0.775	0.858	10.398	0	-0.005	-0.011
O	2.655	-6.681	18.97	-0.02	0.003	0.063
O	-1.315	-4.655	21.211	-0.002	-0.006	0.083
O	-10.432	7.768	18.794	-0.016	-0.012	0.063
O	5.522	1.998	11.028	0.012	-0.01	-0.034
O	-2.96	0.932	15.84	-0.031	0.013	0.003
O	-5.177	-1.646	21.213	0.035	-0.034	0.022
O	-5.186	-4.324	21.041	0.014	0.021	0.029
O	-5.077	0.895	22.01	0.007	-0.027	0.076
O	-9.521	5.24	16.777	0.018	-0.004	0.025
O	-5.009	8.615	21.901	0	-0.044	0.077
O	-9.398	0.757	15.034	0.006	0.017	0.006
O	-2.466	-0.301	18.108	-0.017	-0.008	0.045
O	-7.365	1.836	16.199	0.016	-0.004	0.017
O	-5.586	3.5	12.767	-0.007	0.006	-0.033
O	-1.121	0.741	22.011	-0.02	0.007	0.05
O	0.346	-1.297	14.923	-0.007	0.004	0.001
O	4.575	-3.208	11.946	0.004	0.001	-0.051
O	3.333	7.027	17.008	0.003	0.022	0.054
O	-0.894	0.738	14.054	-0.004	-0.001	-0.017
O	2.534	-5.109	21.085	-0.003	-0.006	0.083
O	-1.465	1.879	18.92	-0.004	-0.008	0.058
O	2.756	2.417	21.275	-0.01	0.025	0.052
O	-8.918	0.892	19.001	0.011	0.028	0.045
O	2.696	4.978	22.066	0.009	-0.006	0.064
O	5.416	4.739	11.236	0.006	0.006	-0.046
O	-2.729	-2.497	10.465	0.001	0.021	-0.04
O	5.76	-1.968	7.839	-0.023	0.024	-0.09
O	-9.048	2.397	21.11	0.022	0.018	0.052
O	1.312	6.003	9.574	0.016	-0.028	-0.05
O	2.363	1.034	19.101	-0.009	0.004	0.055
O	-6.333	7.415	15.477	0.006	0.002	0.021
O	9.122	-1.155	11.474	0.015	0.018	-0.058
O	-5.564	9.285	11.151	-0.006	0.004	-0.05
O	9.391	1.425	11.232	0.001	-0.008	-0.056
O	-1.267	6.897	21.058	-0.022	0.03	0.11
O	2.73	3.511	14.433	-0.003	-0.026	-0.012
O	-1.658	-0.449	11.698	-0.003	-0.024	-0.06
O	-2.66	-3.843	17.112	0.008	0.011	0.034
O	-3.247	1.098	13.116	0.016	0.003	-0.008
O	-8.326	6.201	18.986	0.005	0.009	0.064
O	-9.013	-1.099	20.829	0.009	-0.041	0.134
O	-0.848	7.463	18.47	-0.009	-0.009	0.075
O	-8.611	3.55	18.71	0.006	-0.003	0.055
O	1.971	-1.553	10.181	0.001	-0.029	-0.04
O	-5.654	-4.368	9.129	-0.002	-0.011	-0.043
O	-3.119	-2.967	20.15	-0.015	-0.001	0.028
O	-0.672	-5.618	17.485	-0.003	0.006	0.038
O	-9.319	-4.634	16.065	0.013	-0.013	0.011
O	-1.72	7.53	8.619	-0.019	-0.016	-0.137
O	-4.942	5.551	14.254	-0.003	0	-0.004
O	-2.167	-2.465	14.915	-0.008	0.011	0.008
O	1.266	5.341	17.161	-0.002	-0.003	0.049
O	2.113	6.1	14.812	0.008	-0.012	-0.026
O	-10.834	5.363	14.543	0.013	-0.002	-0.01
O	-5.32	4.823	19.03	0.018	-0.003	0.097
O	-3.477	3.304	14.487	0.005	-0.019	-0.001
O	-2.941	4.084	19.786	-0.008	0.015	0.041
O	-1.835	9.574	13.945	-0.007	-0.003	-0.009
O	-8.298	5.963	14.408	0.002	0	-0.015
O	1.894	8.604	10.721	-0.009	0.016	-0.011
O	0.571	9.524	12.744	0.003	0.009	-0.025
O	-4.535	5.908	16.773	-0.001	0.004	0.026
O	7.697	3.448	11.264	-0.003	0.022	-0.065
O	-1.495	-4.58	11.646	-0.015	0.042	-0.06
O	-3.854	7.937	14.981	-0.011	0.001	0.02
O	-7.452	-4.118	18.667	0.014	-0.02	0.067

Results
free energy: -267828.651 eV
free energy less fixed offsets of O -568.88, Si -635.61 eV per atom: -9.851 eV

The program warned: the cutoff lies below the one the program advises for these potential files; the exchange-correlation potential is rough where the density is thin.
